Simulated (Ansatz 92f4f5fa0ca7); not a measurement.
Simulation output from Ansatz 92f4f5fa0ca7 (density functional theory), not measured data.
Periodic cell of 227 atoms, Si133O92B1H1, from a study of silicon, its oxide and their interface. The atomic structure is a simulated model.
Doubt: the cutoff is far below the 930 eV that the study's wrapper takes by default for these files, so forces and energies are approximate.

Settings: functional PBE; potential files Ansatz PAW; basis plane waves; wave-function cutoff 580 eV; density cutoff ratio 5; exchange-correlation grid ratio 1; k mesh 1 x 1 x 1, Gamma-centred; self-consistency stop 5e-08 eV per atom in the density residual; occupations fixed; spin none; net charge 0.

Cell vectors (angstrom)
a, 10.938, 0, 0
b, 0, 10.938, 0
c, 0, 0, 32.8702

Atoms and the computed forces on them: element, x, y, z (angstrom), force x, y, z (eV/angstrom)
Si, 0.1911, -0.3474, 25.2668, 0.1989, -0.0153, -0.0991
Si, 5.7794, -0.4377, 25.5696, 0.2092, -0.1041, -0.3491
Si, 2.5879, 3.0529, 25.3729, -0.1352, 0.0644, -0.0943
Si, 8.0279, 2.965, 25.3369, -0.2301, 0.002, -0.0801
Si, 0.2652, 5.1691, 25.2768, 0.0592, -0.0531, -0.2629
Si, 5.765, 5.1888, 25.4351, 0.0142, -0.1099, -0.1991
Si, 2.4801, 8.3773, 25.2676, -0.0376, 0.0624, -0.1589
Si, 8.0138, 8.3095, 25.2969, -0.1183, 0.0559, -0.1511
Si, 1.3905, 1.322, 26.5748, 0.0283, -0.0166, -0.2216
Si, 6.9196, 1.3055, 26.7055, -0.0709, 0.1501, -0.1969
Si, 4.107, 4.1424, 26.7891, 0.1189, -0.071, -0.1563
Si, 9.6106, 4.0771, 26.6973, 0.0032, 0.0537, -0.2153
Si, 1.3628, 6.7991, 26.6513, -0.0294, -0.0403, -0.2213
Si, 6.9164, 6.7714, 26.7481, -0.0499, 0.0368, -0.3072
Si, 4.0927, 9.4329, 26.7637, -0.1533, -0.0312, -0.1758
Si, 9.5942, 9.4918, 26.6819, -0.1257, -0.0206, -0.19
Si, 2.7578, -0.0081, 28.0491, -0.0179, 0.0268, -0.0181
Si, 8.2724, -0.0269, 28.0808, 0.0259, -0.0521, 0.037
Si, 0.0193, 2.6741, 28.0374, 0.1028, -0.0605, 0.0359
Si, 5.4808, 2.689, 28.0743, 0.0632, -0.0512, -0.0389
Si, 2.7385, 5.5099, 28.0976, 0.0009, 0.018, 0.0566
Si, 8.2762, 5.4468, 28.0967, 0.0342, -0.073, 0.1242
Si, 0.0023, 8.1462, 28.0608, 0.0584, 0.029, 0.1037
Si, 5.4888, 8.1144, 28.1009, 0.0531, -0.0309, 0.0841
Si, 4.1018, 1.3673, 29.4519, -0.019, -0.1435, -0.0278
Si, 9.5708, 1.3673, 29.4519, 0.2614, -0.0981, 0.0614
Si, 1.3673, 4.1018, 29.4519, -0.0417, -0.1125, -0.3371
Si, 6.8362, 4.1018, 29.4519, 0.1141, -0.1303, -0.2127
Si, 4.1018, 6.8362, 29.4519, 0.0058, -0.1193, 0.4835
Si, 9.5708, 6.8362, 29.4519, 0.1795, -0.0567, 0.2736
Si, 1.3673, 9.5708, 29.4519, -0.0331, -0.0537, -0.3761
Si, 6.8362, 9.5708, 29.4519, 0.0516, -0.074, -0.2583
Si, 0, 0, 30.8192, -0.0426, 0.0503, -0.0216
Si, 5.469, 0, 30.8192, -0.0613, 0.006, -0.0342
Si, 2.7345, 2.7345, 30.8192, 0.0121, 0.026, -0.0427
Si, 8.2035, 2.7345, 30.8192, -0.0214, 0.0165, -0.0304
Si, 0, 5.469, 30.8192, -0.0679, 0.0147, 0.0057
Si, 5.469, 5.469, 30.8192, -0.1352, 0.0009, -0.0038
Si, 2.7345, 8.2035, 30.8192, 0.0741, 0.0565, -0.0193
Si, 8.2035, 8.2035, 30.8192, -0.0246, 0.0171, -0.0115
Si, 1.3673, 1.3673, 32.1864, 0.0211, -0.0581, -0.0199
Si, 6.8362, 1.3673, 32.1864, 0.0283, -0.0392, -0.0229
Si, 4.1018, 4.1018, 32.1864, 0.0416, -0.0519, -0.0059
Si, 9.5708, 4.1018, 32.1864, 0.006, -0.0035, -0.0139
Si, 1.3673, 6.8362, 32.1864, 0.0532, -0.0228, -0.0325
Si, 6.8362, 6.8362, 32.1864, 0.0457, -0.0207, -0.0245
Si, 4.1018, 9.5708, 32.1864, -0.0222, -0.0118, -0.0112
Si, 9.5708, 9.5708, 32.1864, 0.0397, 0.0077, -0.0154
Si, 2.7345, 0, 0.6835, 0.0289, 0.0299, 0.0159
Si, 8.2035, 0, 0.6835, -0.0519, 0.0454, 0.0085
Si, 0, 2.7345, 0.6835, -0.018, 0.014, 0.0309
Si, 5.469, 2.7345, 0.6835, -0.0777, 0.0229, 0.0442
Si, 2.7345, 5.469, 0.6835, -0.0208, 0.0629, 0.0011
Si, 8.2035, 5.469, 0.6835, -0.0129, 0.0092, -0.0034
Si, 0, 8.2035, 0.6835, -0.0533, 0.0083, 0.0264
Si, 5.469, 8.2035, 0.6835, -0.0478, 0.0419, 0.0285
Si, 4.1018, 1.3673, 2.0507, 0.0099, -0.0534, 0.0159
Si, 9.5708, 1.3673, 2.0507, 0.0184, -0.1286, 0.0336
Si, 1.3673, 4.1018, 2.0507, 0.1003, -0.0469, 0.0429
Si, 6.8362, 4.1018, 2.0507, 0.1509, 0.0731, -0.001
Si, 4.1018, 6.8362, 2.0507, -0.0749, -0.0966, 0.0365
Si, 9.5708, 6.8362, 2.0507, -0.0102, -0.0326, -0.0089
Si, 1.3673, 9.5708, 2.0507, 0.0587, 0.0422, -0.0053
Si, 6.8362, 9.5708, 2.0507, 0.0512, -0.0103, 0.0234
Si, 0, 0, 3.418, -0.0784, 0.0624, -0.1674
Si, 5.469, 0, 3.418, 0.0611, 0.3575, -0.0978
Si, 2.7345, 2.7345, 3.418, 0.033, 0.286, 0.052
Si, 8.2035, 2.7345, 3.418, -0.0561, 0.578, 0.1914
Si, 0, 5.469, 3.418, -0.3501, 0.1082, 0.3941
Si, 5.469, 5.469, 3.418, 0.0626, 0.0783, 0.4585
Si, 2.7345, 8.2035, 3.418, -0.2805, -0.2919, -0.0754
Si, 8.2035, 8.2035, 3.418, -0.1494, -0.2678, -0.1784
Si, 1.2759, 1.4645, 4.7522, -0.0812, 0.0397, -0.1048
Si, 6.7973, 1.455, 4.7832, -0.1469, 0.102, -0.0682
Si, 4.1093, 4.1032, 4.838, -0.0137, -0.0182, 0.0377
Si, 9.4803, 4.1987, 4.881, 0.0025, 0.0452, 0.0134
Si, 1.3258, 6.8502, 4.8269, 0.0421, 0.0427, -0.0089
Si, 6.8126, 6.8989, 4.8487, -0.0416, 0.0428, 0.0472
Si, 4.0851, 9.578, 4.7176, -0.0762, 0.0518, -0.0416
Si, 9.5588, 9.544, 4.7399, 0.081, -0.1493, -0.0883
Si, 2.638, -0.0162, 5.9242, -0.0332, 0.0534, 0.2428
Si, 8.2436, 0.0855, 5.9454, 0.032, 0.0779, 0.0756
Si, -0.0383, 2.8711, 6.2199, 0.1512, -0.0009, 0.2323
Si, 5.4454, 2.7208, 6.3307, -0.136, -0.0397, 0.2623
Si, 2.7297, 5.5223, 6.1989, 0.0086, -0.1071, 0.1627
Si, 8.0657, 5.548, 6.3958, -0.0218, 0.0612, 0.0447
Si, -0.1163, 8.1741, 6.2066, -0.0447, 0.0732, 0.2209
Si, 5.4462, 8.379, 6.1698, 0.0987, -0.0899, 0.1179
Si, 3.7379, 1.3637, 7.4339, -0.2247, 0.0767, -0.3091
Si, 9.7644, 1.1604, 7.3626, 0.0959, 0.0402, 0.2281
Si, 1.6963, 3.8388, 7.5823, 0.02, -0.0377, -0.1796
Si, 6.3982, 4.4577, 7.7844, -0.1544, -0.0868, 0.2434
Si, 4.2639, 6.825, 7.48, 0.0499, -0.0034, 0.1889
Si, 9.588, 6.7931, 7.7868, 0.1396, -0.1085, -0.2847
Si, 1.0771, 9.8762, 7.3158, 0.0306, -0.0311, 0.0741
Si, 6.8334, 9.9231, 7.3885, 0.1578, -0.1862, 0.0142
O, 5.2784, 5.6505, 8.0366, 0.1196, -0.0756, -0.2989
O, 0.099, 0.1869, 7.797, -0.0701, -0.1926, -0.3503
O, 2.706, 2.573, 7.7919, 0.0667, 0.0578, -0.0225
O, 9.4232, 7.4309, 9.3502, 0.0186, -0.1166, -0.3014
O, 1.33, 9.4764, 24.7039, 0.0497, 0.0866, 0.4924
O, 6.7981, 3.9983, 24.8439, 0.1321, 0.0874, 0.4579
O, 6.8245, 9.3957, 24.8219, -0.0576, 0.2385, 0.6763
O, 1.4306, 4.0867, 24.712, 0.0338, -0.0383, 0.6252
O, 7.8393, 8.9251, 8.2329, -0.0458, -0.0344, -0.0156
O, 1.5402, 4.261, 9.1894, -0.0457, 0.0669, -0.1777
O, 1.7465, 9.3216, 8.6958, 0.0058, 0.0352, -0.0156
O, 6.7074, 4.0814, 9.3938, 0.0318, 0.0853, -0.5344
O, 10.526, 5.4962, 8.256, -0.0598, 0.1688, 0.0477
O, 3.8411, 0.46, 8.8481, 0.0249, 0.1268, -0.2472
O, 3.7861, 7.6178, 8.8569, 0.0099, -0.0557, -0.2122
O, 8.9506, 1.4355, 8.7949, 0.05, 0.0821, -0.2768
O, 4.8738, 0.2201, 24.3811, -0.0803, 0.1028, -0.0844
O, 8.8663, 2.4663, 23.9871, -0.0545, 0.0737, 0.1618
O, 10.524, 5.7887, 23.8947, 0.0512, -0.027, 0.1667
O, 5.1706, 6.0036, 24.1337, 0.0135, -0.0695, 0.0289
O, 8.6258, 7.6404, 23.8968, -0.0195, 0.0636, 0.2019
O, 3.6422, 2.6354, 24.1515, -0.0855, 0.0165, 0.0772
O, 3.1132, 7.6525, 23.9071, -0.0624, 0.0999, 0.1356
O, 10.2456, 0.1814, 23.9606, 0.026, 0.0177, 0.0694
Si, 4.3614, 8.294, 18.0927, -0.007, 0.0329, 0.2
Si, 8.6393, 8.8198, 9.6551, -0.0342, 0.047, 0.2865
Si, 7.3806, -0.1476, 14.4582, -0.0183, 0.0505, -0.1494
Si, 2.4767, 3.8379, 17.234, 0.044, -0.1059, 0.1865
Si, 4.9783, 5.4691, 17.9332, 0.0841, -0.0369, 0.1543
Si, 3.304, 2.0631, 14.9706, -0.0248, 0.0504, -0.1019
Si, 7.5109, 5.2471, 21.022, -0.015, 0.0566, -0.1871
Si, 4.2363, 1.3285, 23.395, 0.0982, -0.0406, 0.0032
Si, 2.4225, 8.148, 9.5759, -0.0457, 0.0031, -0.308
Si, -3.8333, 1.008, 18.6867, 0.081, 0.0172, 0.0417
Si, 10.2171, -1.3235, 15.5492, -0.0322, -0.0122, 0.0707
Si, 9.1588, 0.7016, 10.2395, -0.0379, 0.0195, 0.2225
Si, 5.1299, 0.0183, 16.6701, 0.1487, 0.0334, 0.1327
Si, 15.9857, 4.2336, 13.3764, 0.0312, 0.066, -0.0367
Si, 0.5594, 5.0268, 12.4678, 0.0233, -0.127, 0.0002
Si, 11.0614, 11.9348, 20.5779, 0.2753, -0.1205, -0.0895
Si, 9.2591, 1.1559, 23.0899, 0.0453, -0.0448, 0.0029
Si, 0.5785, 5.5226, 9.5732, -0.1063, -0.1118, 0.1468
Si, 10.578, -5.5801, 17.7516, -0.0918, 0.0064, 0.1122
Si, 13.6628, 2.3511, 19.9038, -0.0703, -0.0865, 0.1545
Si, 4.9066, -1.9932, 21.0651, -0.167, 0.1101, -0.1061
Si, 6.8867, -0.8748, 11.5596, 0.1462, -0.0342, 0.076
Si, 6.1056, 3.3521, 10.7225, 0.0774, 0.0764, 0.2502
Si, 15.2847, 4.8497, 20.9144, -0.0382, -0.0546, -0.1164
Si, -0.5, 13.2013, 12.5747, 0.0507, 0.0979, 0.0246
Si, 6.5514, 0.6727, 21.7131, -0.1035, -0.1217, -0.2441
Si, 7.5962, 2.8441, 13.2851, 0.0714, 0.037, 0.0189
Si, -1.4559, 7.2278, 20.0901, -0.1279, -0.0468, -0.0566
Si, 13.5818, 10.805, 21.3183, -0.0299, -0.0727, -0.3318
Si, 2.9108, 6.4351, 13.6559, 0.0385, -0.0384, -0.173
Si, 4.2266, 6.7932, 23.0757, 0.0484, -0.0056, -0.0025
Si, 11.1482, 6.6817, 14.944, -0.0484, -0.0562, -0.0723
Si, 7.8377, 3.9261, 18.4166, -0.0291, -0.0051, 0.0384
B, 2.5599, 8.8466, 12.3686, -0.04, -0.0232, 0.1568
Si, 9.3809, 6.5039, 22.9797, -0.0071, -0.0528, 0.0956
Si, 9.5055, -0.8845, 18.5998, 0, 0.1081, 0.1012
Si, 5.2428, 0.4943, 9.6683, -0.0275, -0.1661, 0.3383
Si, 12.171, 0.0546, 13.8577, -0.0035, 0.0569, -0.1354
O, 10.0166, 1.5419, 21.695, -0.1222, 0.0121, 0.1672
O, 1.0332, 10.6902, 21.1509, -0.0479, 0.0653, 0.0942
O, 16.8182, -0.7818, 21.4851, 0.0859, 0.0399, 0.1009
O, 12.0498, 13.2145, 20.2522, -0.0537, 0.0053, 0.0073
O, 3.8138, 4.7738, 17.0094, -0.0365, 0.0069, -0.0684
O, 2.7644, 8.0019, 18.3259, 0.0081, -0.0139, -0.0236
O, 5.0938, 4.2112, 11.7164, 0.0209, -0.0502, 0.0105
O, 3.2852, 0.8287, 20.1384, -0.026, 0.0185, 0.036
O, 6.8643, -1.0362, 13.1731, -0.026, 0.0036, 0.0262
O, 16.1017, -2.3524, 19.504, -0.0216, -0.0471, -0.0402
O, 3.3214, -1.5951, 21.2281, 0.0324, -0.0076, 0.0567
O, 13.0247, 5.626, 12.4803, -0.0338, 0.037, 0.0141
O, 7.3594, 2.9451, 11.6742, -0.0381, -0.0033, -0.0607
O, -6.6186, 5.6201, 13.8924, 0.0122, 0.0235, 0.0345
O, 2.2786, 3.0254, 15.8298, -0.0281, 0.0119, -0.0544
O, 9.4547, 8.7808, 19.6164, 0.0333, -0.0097, 0.0313
O, 12.3207, 6.915, 9.6435, 0.0158, 0.0229, 0.0907
O, 7.8439, 0.4511, 22.6788, 0.0438, -0.0539, 0.0818
O, 1.7036, 9.796, 12.8633, 0.0495, -0.005, 0.0225
O, 2.9407, 0.6138, 22.7243, 0.0191, 0.0387, 0.134
O, -0.2885, 5.7677, 13.6645, 0.0332, 0.0558, 0.0529
O, 4.18, 12.0551, 15.9538, -0.001, -0.0536, 0.0117
O, 5.1641, 7.0124, 17.4334, -0.0434, -0.0621, -0.0613
O, 5.4436, 1.705, 22.3513, -0.0009, 0.0142, 0.1245
O, -5.541, -0.575, 10.9217, -0.0085, 0.153, -0.1491
O, 1.8665, 6.5614, 14.936, 0.0017, 0.0637, 0.0539
O, 5.3503, 12.9467, 10.2273, -0.0463, -0.111, -0.1001
O, -0.149, 5.3001, 11.018, 0.0916, 0.0495, -0.0449
O, 15.2184, 5.5278, 19.4288, -0.0152, 0.0284, 0.0082
O, 7.9306, -4.3094, 20.1769, -0.0193, -0.0407, 0.0325
O, 5.6486, 0.7315, 18.0431, -0.0932, -0.0331, -0.0663
O, 7.8024, 11.3604, 11.1263, -0.0142, -0.0281, -0.1005
O, 6.3428, 11.0346, 8.5185, 0.0241, -0.0772, -0.2428
O, -0.5901, 11.313, 19.2437, -0.0329, 0.0008, -0.0212
O, 13.8447, 2.7409, 18.3572, -0.0048, 0.0615, -0.1385
O, 8.0331, 4.0447, 20.042, 0.026, -0.0155, 0.0492
O, 9.2173, 4.446, 17.7133, 0.0469, -0.0059, -0.0709
O, 11.6103, 3.3982, 12.6201, -0.0422, 0.0667, -0.0063
O, 10.0665, 1.7736, 11.0587, 0.0492, -0.0382, -0.0521
O, 9.6663, -0.8585, 9.9625, -0.0789, -0.1359, -0.0082
O, 8.0044, -0.308, 18.3688, -0.0069, -0.026, -0.0253
O, 7.258, 1.4201, 14.009, -0.0095, 0.0025, 0.0204
O, 10.0681, 7.1543, 21.6288, -0.0327, -0.0099, 0.1168
O, -0.0192, 11.8159, 13.2434, 0.0002, -0.0246, 0.025
O, 2.4718, 1.0664, 14.0135, 0.0882, -0.0111, 0.0331
O, 16.8765, 4.8947, 21.3077, 0.0965, 0.0173, 0.0725
O, 6.3765, -0.3806, 15.7013, -0.0318, -0.0618, 0.0168
O, 2.7442, 8.7559, 11.0246, 0.0174, -0.0355, 0.0204
O, 3.5313, 5.721, 22.0345, -0.0203, 0.0761, 0.1374
O, 4.391, 9.5661, 17.081, -0.0618, 0.0461, -0.0989
O, -4.3245, 4.0221, 13.9141, -0.0623, -0.0156, 0.0145
O, 4.215, 2.9708, 13.9802, 0.0112, -0.0265, -0.0174
O, 8.2955, 5.3716, 22.4518, 0.0445, 0.0133, 0.0851
O, 11.59, 10.4634, 15.2826, -0.0218, -0.0529, 0.0555
O, 14.5155, 3.4009, 20.8379, 0.0384, 0.0839, 0.0053
O, 8.8827, -0.6234, 14.8961, 0.0526, -0.0256, 0.0181
O, 18.6678, 2.3547, 18.0116, 0.0117, 0.0115, -0.0523
O, 10.4864, 8.1718, 14.8142, 0.0282, 0.0324, 0.0047
O, 3.2334, 7.9648, 13.1961, -0.0101, 0.002, -0.0097
O, 16.1117, 7.7373, 22.1214, 0.0055, -0.0878, 0.1665
O, -12.6587, 2.9856, 13.4104, -0.0342, -0.0417, 0.0122
O, 6.4387, 4.7014, 17.9599, -0.0557, 0.0258, -0.0808
O, 1.0887, 4.5552, 17.7685, 0.0091, 0.0424, -0.0666
O, 10.5648, -4.774, 16.3551, 0.0142, 0.0123, -0.0311
O, 7.567, -2.22, 10.9, 0.0827, 0.0577, -0.1585
O, -0.8608, -1.4101, 17.1726, 0.0427, -0.0387, -0.1156
O, 7.0028, 1.284, 20.2819, -0.0229, 0.0217, 0.0926
O, 10.4356, 6.3571, 19.0587, 0.0725, -0.078, -0.0082
H, 2.5239, 7.3126, 18.9663, 0.0861, 0.0942, -0.0552

Results
free energy: -137044.094 eV
free energy less fixed offsets of B -154.04, H -15.97, O -568.88, Si -635.61 eV per atom: -0.994 eV

The program warned: the cutoff lies below the one the program advises for these potential files; the forces do not sum to zero within the program's tolerance; the exchange-correlation potential is rough where the density is thin.
